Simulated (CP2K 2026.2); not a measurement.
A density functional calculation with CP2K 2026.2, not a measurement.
Periodic cell of 516 atoms, Si360O156, from a study of silicon, its oxide and their interface. The atomic structure is a simulated model.
Doubt: the forces sum to 1.80 eV/angstrom along one axis rather than to zero, so they err by at least 0.0035 eV/angstrom per atom on average; the grid cutoff is modest.

Settings: functional PBE; method Gaussian and plane waves; basis set DZVP-MOLOPT-SR-GTH; pseudopotentials GTH-PBE; grid cutoff 350 Ry, relative cutoff 50 Ry; k points Gamma only; occupations fixed; spin none; net charge 0.

Cell vectors (angstrom)
a 16.32 0 0
b 0 16.32 0
c 1.3338 -2.0688 34.5723

Atoms and the computed forces on them: element, x, y, z (angstrom), force x, y, z (eV/angstrom)
Si 9.655 8.615 27.551 0.09 0.033 -0.161
Si 2.239 14.286 32.113 -0.019 0.017 0.171
Si 14.13 3.249 0.044 0.031 0.01 0.004
Si 15.907 4.982 0.217 -0.296 -0.209 0.496
Si 13.183 5.53 29.651 -0.062 -0.017 0.154
Si 14.819 8.018 30.588 0.014 -0.031 -0.033
Si 4.487 12.328 31.804 -0.055 -0.067 0.12
Si 6.482 -1.537 32.23 0.394 0.038 0.692
Si 3.15 3.278 0.138 0.016 0.001 -0.01
Si 6.568 3.56 31.61 0.04 -0.048 0.116
Si 2.238 4.836 32.842 0.048 -0.1 0.164
Si 7.564 9.005 31.763 -0.019 0.09 0.191
Si 9.368 11.426 31.778 -0.021 -0.021 0.098
Si 12.88 -1.534 32.089 -0.009 -0.061 0.042
Si 10.735 1.909 29.785 0.039 -0.063 -0.009
Si 12.878 3.111 31.638 0.147 -0.046 0.144
Si 8.543 5.997 31.76 0.019 -0.008 0.246
Si 13.773 10.28 32.497 -0.049 0.079 0.222
Si 15.675 15.696 0.082 -0.14 -0.124 0.695
Si 4.128 0.296 32.602 -0.015 0.322 0.559
Si 3.168 1.436 29.794 0.018 -0.09 0.127
Si 2.959 8.281 0.158 -0.107 0.005 0.646
Si 0.069 11.059 0.147 -0.025 -0.17 0.693
Si 3.704 11.078 34.536 0.078 0.308 0.788
Si 7.295 -1.509 34.499 -0.054 0.034 -0.014
Si 7.716 2.22 0.003 -0.161 -0.157 0.602
Si 4.956 4.875 0.096 -0.239 -0.026 0.644
Si 9.83 6.462 34.562 -0.098 -0.082 0.743
Si 5.106 10.562 0.032 0.123 0.055 0.708
Si 8.605 14.136 0.228 0.28 0.196 0.623
Si 10.471 15.743 0.237 -0.323 -0.098 0.616
Si 14.914 0.733 32.36 0.009 0.212 0.724
Si 11.498 6.048 0.111 0.207 0.122 0.76
Si 13.169 7.819 0.223 -0.172 -0.256 0.573
Si 10.632 10.836 0.064 0.184 -0.005 0.699
Si 13.95 13.919 0.23 0.148 0.337 0.509
Si 14.941 1.335 1.26 -0.018 0.01 -0.011
Si 1.358 4.054 1.453 -0.034 -0.016 0.005
Si 14.896 6.748 1.431 -0.028 0.033 -0.064
Si 1.343 9.492 1.376 -0.001 0.023 -0.022
Si 14.981 12.286 1.539 0.008 -0.006 -0.016
Si 1.286 14.877 1.235 -0.012 -0.011 -0.075
Si 4.184 1.464 1.269 -0.044 -0.048 -0.015
Si 6.779 3.986 1.297 0.026 -0.011 -0.09
Si 4.139 6.708 1.399 0.012 -0.011 -0.023
Si 6.806 9.525 1.317 0 -0.011 -0.032
Si 3.993 12.159 1.35 -0.001 0.019 -0.07
Si 6.812 15.133 1.334 -0.01 -0.046 -0.047
Si 9.486 1.302 1.297 0.014 -0.014 -0.102
Si 12.358 4.188 1.321 -0.018 0.021 -0.093
Si 9.618 6.896 1.285 0.024 -0.027 -0.104
Si 12.173 9.581 1.399 -0.014 0.01 -0.053
Si 9.479 12.316 1.454 -0.024 0.008 -0.036
Si 12.223 14.885 1.523 0.043 0.013 -0.001
Si 13.548 0.083 2.735 0.071 -0.032 -0.033
Si 16.367 2.577 2.72 -0.06 0.032 -0.02
Si 13.604 5.434 2.863 -0.034 -0.003 0.005
Si 16.307 8.128 2.714 0.008 -0.021 0.034
Si 13.581 10.875 2.767 -0.021 0.001 -0.006
Si 16.38 13.619 2.829 0.046 0.019 0.017
Si 2.736 -0.003 2.513 -0.035 -0.013 -0.02
Si 5.467 2.719 2.793 -0.012 -0.049 -0.051
Si 2.679 5.479 2.787 0.005 -0.03 -0.026
Si 5.528 8.091 2.706 -0.013 0.035 0.016
Si 2.693 10.833 2.785 -0.011 0.01 0.011
Si 5.411 13.637 2.577 0.006 -0.019 -0.009
Si 8.165 0.043 2.808 -0.003 -0.004 -0.014
Si 10.899 2.75 2.559 0.035 -0.011 0.008
Si 8.195 5.444 2.552 -0.022 0.044 -0.005
Si 10.842 8.229 2.796 0.035 -0.012 0.01
Si 8.075 10.935 2.73 0.023 -0.038 0.01
Si 10.914 13.511 2.87 -0.018 0.015 0.01
Si 14.952 15.014 4.082 0.041 -0.004 -0.014
Si 1.428 1.276 4.05 0.025 -0.015 0.017
Si 15.01 4.012 4.088 0.016 -0.006 -0.029
Si 1.336 6.82 4.132 0.007 0.033 0.013
Si 14.96 9.5 4.083 -0.006 -0.008 0.004
Si 1.385 12.225 4.16 0 -0.014 -0.008
Si 4.062 14.978 3.966 -0.025 -0.003 0.007
Si 6.811 1.382 4.156 0.031 0.007 0.036
Si 4.071 4.09 4.095 0.016 0.013 -0.007
Si 6.874 6.749 4.047 -0.011 0.001 0.015
Si 4.116 9.464 4.062 -0.009 0.005 -0.02
Si 6.732 12.307 4.046 0.003 -0.013 0.012
Si 9.526 14.953 4.118 -0.006 -0.006 0.015
Si 12.194 1.429 4.063 -0.046 -0.011 0.019
Si 9.535 4.091 3.963 0.018 0.009 0.008
Si 12.218 6.836 4.134 -0.011 0.025 0.015
Si 9.459 9.575 4.111 -0.028 -0.007 -0.009
Si 12.261 12.18 4.197 0.012 0.003 0.015
Si 16.347 -0.005 5.447 0.001 -0.002 0.004
Si 2.731 2.693 5.425 -0.012 -0.023 0.015
Si 16.327 5.41 5.458 -0.016 -0.013 0.006
Si 2.733 8.161 5.456 0.004 -0.014 0.009
Si 16.31 10.865 5.463 -0.022 -0.007 0
Si 2.76 13.626 5.43 0.009 0.032 -0.011
Si 5.415 -0.017 5.414 -0.02 -0.045 0.007
Si 8.198 2.765 5.424 0.004 0.016 -0.001
Si 5.464 5.44 5.425 0.004 -0.001 0.002
Si 8.156 8.151 5.443 0.018 -0.008 0.006
Si 5.428 10.889 5.414 -0.008 0.003 -0.002
Si 8.131 13.604 5.441 -0.001 0.018 0.013
Si 10.877 0.029 5.438 0.003 0.005 0.004
Si 13.598 2.721 5.445 -0.001 0.009 -0.001
Si 10.852 5.435 5.417 -0.005 -0.01 -0.005
Si 13.603 8.168 5.474 0.01 -0.007 0.009
Si 10.853 10.861 5.507 0.005 -0.019 0.017
Si 13.619 13.619 5.456 -0.003 0.019 0.01
Si 14.928 1.348 12.248 -0.001 0.013 -0.005
Si 1.35 4.065 12.25 0.002 -0.005 0.007
Si 14.944 6.787 12.255 0.006 0.02 0.007
Si 1.361 9.517 12.221 -0.011 -0.006 0.001
Si 14.949 12.255 12.228 -0.01 0.01 -0.016
Si 1.351 14.947 12.225 0.013 -0.013 -0.01
Si 4.09 1.373 12.253 -0.02 -0.003 0.005
Si 6.829 4.074 12.237 0.007 -0.004 -0.012
Si 4.093 6.806 12.216 0.007 -0.009 -0.005
Si 6.793 9.506 12.224 -0.005 0.007 0.002
Si 4.069 12.244 12.218 -0.01 0.014 -0.005
Si 6.811 14.958 12.246 0 0.001 0.012
Si 9.544 1.384 12.248 -0.002 -0.005 -0.006
Si 12.239 4.068 12.247 -0.007 -0.007 -0.003
Si 9.512 6.786 12.249 -0.007 0.006 0
Si 12.241 9.516 12.253 0.014 -0.005 0.003
Si 9.531 12.257 12.247 0.005 0.001 0.007
Si 12.253 14.99 12.247 -0.001 -0.012 -0.004
Si 13.583 0.016 13.663 -0.004 0.003 0.012
Si 16.274 2.706 13.6 -0.007 -0.019 -0.004
Si 13.576 5.419 13.622 0.009 -0.011 -0.008
Si 16.316 8.168 13.579 0.002 -0.007 -0.006
Si 13.598 10.905 13.596 0.006 0.012 0.007
Si 16.304 13.605 13.599 0.008 0.003 0.008
Si 2.7 -0.003 13.569 0.004 -0.006 -0.008
Si 5.482 2.725 13.61 0.006 -0.011 -0.009
Si 2.738 5.446 13.563 -0.012 0.01 -0.005
Si 5.449 8.145 13.602 -0.005 0.007 0.009
Si 2.713 10.888 13.577 0.013 0.015 -0.008
Si 5.427 13.59 13.582 -0.014 -0.013 -0.008
Si 8.185 0.016 13.586 0.009 -0.013 -0.012
Si 10.905 2.725 13.642 0.011 0.004 -0.002
Si 8.184 5.408 13.627 -0.011 -0.015 0.003
Si 10.873 8.142 13.602 0.011 0.006 0.009
Si 8.157 10.868 13.563 -0.002 -0.007 0.001
Si 10.901 13.635 13.601 0.008 -0.002 0.001
Si 14.97 14.966 14.996 0 0.003 0.017
Si 1.296 1.311 14.924 -0.017 0.005 0.003
Si 14.921 4.051 14.993 0.01 0.007 -0.004
Si 1.362 6.793 14.906 -0.008 0.011 -0.022
Si 14.966 9.544 14.936 0.038 0.006 -0.001
Si 1.332 12.224 14.943 -0.002 -0.021 0.004
Si 4.07 14.977 14.92 0.018 -0.013 0
Si 6.849 1.353 14.974 -0.024 0.005 0.014
Si 4.115 4.113 14.926 -0.002 -0.007 0.009
Si 6.813 6.767 14.962 0.008 0.016 0
Si 4.08 9.536 14.928 -0.008 -0.023 0.006
Si 6.792 12.208 14.914 -0.016 0.024 -0.01
Si 9.564 15.02 14.958 -0.003 0.012 -0.005
Si 12.236 1.388 15.061 0.004 0.007 0.012
Si 9.557 4.069 15.024 0.003 0.014 0.014
Si 12.193 6.757 14.983 -0.016 -0.006 0.016
Si 9.511 9.52 14.935 -0.028 0.031 -0.007
Si 12.247 12.273 14.966 0.012 -0.006 0.014
Si 16.295 0.003 16.408 0.007 0.001 0.016
Si 2.698 2.704 16.142 -0.022 -0.009 -0.038
Si 16.327 5.435 16.255 -0.004 0.001 -0.013
Si 2.694 8.178 16.25 -0.02 0.028 -0.024
Si 16.331 10.861 16.354 0.004 0.001 -0.003
Si 2.683 13.624 16.246 -0.018 0.046 -0.018
Si 5.45 -0.008 16.284 0.01 -0.015 -0.016
Si 8.231 2.674 16.377 0.037 -0.085 0.009
Si 5.454 5.447 16.361 -0.021 0.009 0.083
Si 8.201 8.115 16.296 0.017 -0.016 -0.017
Si 5.468 10.839 16.313 0.009 -0.011 0.049
Si 8.15 13.631 16.183 -0.014 -0.028 -0.022
Si 10.865 0.042 16.435 -0.042 -0.008 0.008
Si 13.593 2.736 16.466 0.02 0.015 0.013
Si 10.872 5.417 16.459 0.003 -0.004 0.023
Si 13.567 8.18 16.223 -0.005 0.026 -0.001
Si 10.83 10.93 16.275 0.008 0.028 0.001
Si 13.63 13.596 16.358 0.018 -0.02 -0.013
Si 14.967 1.374 17.848 -0.009 -0.004 0.008
Si 1.402 4.034 17.53 -0.01 0.022 0.001
Si 14.961 6.848 17.535 0.053 0.037 -0.006
Si 1.378 9.472 17.708 -0.007 -0.001 -0.017
Si 14.972 12.208 17.731 -0.009 0.031 -0.031
Si 1.351 14.907 17.716 -0.009 -0.045 0.004
Si 4.024 1.394 17.512 -0.023 -0.02 0.014
Si 6.859 4.034 17.672 0 0 0.021
Si 4.052 6.902 17.635 0.003 -0.024 0.026
Si 6.833 9.399 17.661 -0.035 -0.011 0.025
Si 4.068 12.283 17.54 0.001 0.024 0.026
Si 6.821 14.904 17.593 0.004 -0.001 -0.002
Si 9.522 1.367 17.92 -0.014 0.012 0.009
Si 12.24 4.088 17.893 -0.008 -0.008 -0.005
Si 9.491 6.817 17.798 -0.005 0.009 -0.025
Si 12.184 9.527 17.557 0.007 -0.005 -0.028
Si 9.441 12.326 17.593 0.035 0.018 0.02
Si 12.298 14.999 17.704 -0.002 0 0.018
Si 13.569 -0.001 19.232 -0.027 0.041 0.022
Si 16.452 2.791 19.063 -0.036 0.005 0.038
Si 13.701 5.583 19.043 -0.02 -0.01 0.039
Si 16.263 8.112 19.024 -0.037 0.003 0.034
Si 13.569 10.764 18.963 -0.029 0.086 0.044
Si 16.341 13.534 19.129 -0.012 -0.027 0.055
Si 2.776 0.007 18.936 0 0.063 0.013
Si 5.337 2.741 18.903 -0.053 -0.015 -0.073
Si 2.706 5.441 18.856 0.005 -0.019 -0.027
Si 5.427 8.12 19.137 0.032 0.005 0.025
Si 2.845 10.86 18.916 0 -0.061 -0.018
Si 5.46 13.549 18.932 0.03 -0.025 -0.042
Si 7.966 -0.03 19.106 0.058 -0.018 0.071
Si 10.895 2.741 19.383 0.01 0.005 0.054
Si 9.47 4.245 20.606 0.144 -0.055 -0.768
Si 10.952 8.207 19.067 0.023 -0.041 0.068
Si 8.151 10.879 18.912 0.035 -0.022 0.025
Si 10.919 13.586 18.933 0.135 -0.319 -0.407
Si 15 14.954 20.491 0.058 -0.017 0.012
Si 1.661 1.503 20.34 -0.019 0.083 -0.061
Si 15.525 4.653 20.215 0.202 0.027 -0.575
Si 0.948 6.288 20.138 0.025 0.001 0.023
Si 14.521 9.094 20.308 0.039 -0.056 0.027
Si 1.442 12.014 20.333 -0.121 0.165 -0.692
Si 4.538 -0.976 20.14 -0.082 -0.037 0.042
Si 6.071 0.874 20.107 0.078 0.011 0.037
Si 4.341 4.443 20.195 0.026 0.072 0.051
Si 4.649 10.098 20.24 0.156 0.039 -0.428
Si 15.183 12.28 26.81 0.012 0.113 -0.005
Si 9.76 9.84 20.264 -0.089 -0.132 -0.791
Si 8.957 15.05 20.819 -0.35 0.313 -0.637
Si 12.385 1.417 20.785 -0.213 -0.006 -0.78
Si 8.07 5.448 19.139 0 0.054 0.076
Si 12.769 7.349 20.36 0.23 0.182 -0.618
Si 6.38 11.743 20.169 -0.006 0.043 0.048
Si 11.977 11.975 20.198 0.242 -0.078 -0.676
Si 1.489 12.479 25.153 0.008 0.044 -0.026
Si 6.163 6.196 20.396 -0.064 -0.061 0.013
Si 16.645 -0.017 21.557 -0.174 0.166 -0.643
Si 2.458 9.616 25.281 -0.037 -0.01 -0.127
Si 4.732 14.85 22.445 -0.081 0.346 -0.662
Si 16.363 0.55 24.5 0.116 0.044 -0.037
Si 7.633 5.021 27.663 -0.008 -0.028 0.085
Si 15.524 10.565 21.868 -0.274 -0.447 -0.458
Si 13.067 13.73 24.885 0.129 -0.076 -0.023
Si 12.027 2.222 27.016 -0.006 0.005 0.047
Si 10.119 6.08 29.164 0 0.017 0.024
Si 7.066 12.821 22.115 -0.189 -0.456 -0.641
Si 5.75 1.247 22.365 -0.012 -0.254 -0.816
Si 10.301 0.571 22.909 0.038 -0.053 -0.169
Si 5.594 10.292 29.694 0.056 0.05 -0.055
Si 11.542 5.661 22.646 -0.003 0.059 -0.163
Si 1.834 6.961 22.164 -0.281 -0.413 -0.632
Si 13.961 7.503 25.536 0.008 -0.008 0.051
Si 2.059 13.827 22.602 0.092 -0.129 -0.029
Si 4.916 5.852 28.154 0.076 0.009 -0.051
Si 14.342 9.412 27.957 0.018 0.053 -0.035
Si 7.858 2.384 29.084 -0.042 0.025 0.005
Si 10.698 12.244 25.7 -0.069 0.105 0.06
Si 10.303 -0.21 31.807 -0.164 0.112 0.164
Si 15.73 -1.37 28.081 0.147 -0.098 -0.094
Si 13.835 -0.121 26.151 0.05 0.076 -0.009
Si 8.126 11.087 24.57 -0.097 0.077 -0.08
Si 3.207 2.906 21.635 0.042 0.12 -0.711
Si 11.695 10.724 28.02 0.012 -0.009 0.134
Si 8.831 8.674 23.03 0.005 -0.031 -0.103
Si 8.751 13.998 30.578 -0.105 0.013 -0.02
Si 4.322 8.801 27.484 0.09 0.086 0.018
Si 16.264 8.645 23.962 0.035 0.002 0
Si 13.97 13.381 21.957 0.216 0.424 -0.364
Si 4.139 8.707 22.753 -0.021 0.12 -0.118
Si 13.913 3.582 22.526 0.057 0.023 -0.124
Si 12.233 12.212 30.636 0.02 0.054 0.103
Si 6.883 4.586 24.76 -0.117 -0.011 -0.07
Si 17.048 -0.062 30.381 0.025 0.108 0.05
Si 4.33 3.605 25.961 -0.008 0.013 -0.1
Si 2 4.484 23.96 0 -0.068 -0.015
Si 6.553 6.791 22.651 -0.145 -0.214 -0.71
Si 16.339 7.039 32.757 -0.128 -0.019 0.114
Si 6.946 10.058 27.091 -0.025 0.071 0.051
Si 11.054 7.692 24.783 -0.073 -0.123 0.068
Si 9.292 14.454 27.508 0.001 0.021 -0.048
Si 3.78 4.259 30.41 0.082 -0.059 0.017
Si 15.74 3.359 25.002 -0.021 -0.025 -0.198
Si 13.813 4.683 26.872 0.002 0.001 -0.052
Si 1.891 -1.077 26.166 -0.127 0.014 -0.007
Si 7.332 0.144 27.052 0.013 0.061 -0.019
Si 9.909 0.512 25.863 -0.063 -0.078 -0.011
Si 8.314 2.799 22.93 -0.096 -0.075 -0.206
Si 4.302 0.696 27.144 -0.002 0.088 0.108
Si 14.971 1.361 6.795 0.011 -0.005 -0.003
Si 1.376 4.054 6.801 0.005 -0.003 0.007
Si 14.959 6.781 6.809 -0.004 -0.004 0.006
Si 1.364 9.515 6.812 0.011 0.004 -0.005
Si 14.962 12.244 6.815 0.01 -0.001 -0.001
Si 1.376 14.953 6.804 -0.006 -0.013 -0.004
Si 4.08 1.345 6.798 0.009 0.021 0.005
Si 6.817 4.089 6.796 -0.007 -0.003 0.002
Si 4.097 6.792 6.796 -0.009 0.012 0
Si 6.791 9.526 6.785 -0.002 -0.007 -0.013
Si 4.092 12.249 6.798 -0.012 0 -0.007
Si 6.779 14.962 6.797 0.009 0 0.011
Si 9.523 1.385 6.797 -0.007 0.002 0.007
Si 12.235 4.092 6.788 -0.001 0.002 -0.006
Si 9.517 6.795 6.802 -0.004 0.014 -0.003
Si 12.236 9.509 6.842 -0.018 0.001 0.006
Si 9.493 12.252 6.819 0.005 -0.001 -0.001
Si 12.241 14.979 6.796 0.007 0.002 -0.005
Si 13.609 0.004 8.155 0.011 -0.009 0.004
Si 16.321 2.717 8.167 -0.012 0.017 0.004
Si 13.59 5.437 8.169 -0.005 0.014 0.013
Si 16.324 8.145 8.165 0.013 -0.001 -0.002
Si 13.595 10.891 8.177 -0.013 0.01 -0.005
Si 16.331 13.598 8.162 0.015 -0.013 0.008
Si 2.718 0.002 8.17 -0.003 -0.001 -0.006
Si 5.453 2.711 8.149 0.007 -0.009 0
Si 2.735 5.425 8.154 0.021 -0.013 0.002
Si 5.44 8.166 8.153 -0.02 0.013 0.007
Si 2.719 10.892 8.151 -0.016 0.014 0.009
Si 5.447 13.598 8.172 0.011 -0.016 -0.002
Si 8.152 0.014 8.145 -0.014 0.004 -0.005
Si 10.889 2.729 8.155 0.002 -0.01 -0.003
Si 8.159 5.446 8.163 -0.007 0.015 0.005
Si 10.878 8.14 8.181 0.027 -0.018 0.008
Si 8.151 10.872 8.168 0.005 -0.008 0
Si 10.872 13.619 8.157 -0.015 0.004 -0.001
Si 14.964 14.963 9.511 0.003 -0.01 -0.008
Si 1.356 1.357 9.533 0 -0.011 0.002
Si 14.957 4.076 9.524 0.006 -0.009 0.002
Si 1.364 6.782 9.519 0 0.002 0.006
Si 14.96 9.515 9.522 0.002 -0.002 0.004
Si 1.36 12.237 9.518 -0.004 0.001 0.004
Si 4.085 14.965 9.523 -0.014 -0.006 0.008
Si 6.805 1.36 9.525 0.004 0.001 0.006
Si 4.093 4.071 9.518 -0.002 0.008 0
Si 6.8 6.804 9.514 0.007 -0.003 -0.003
Si 4.076 9.526 9.505 0.005 0.006 -0.008
Si 6.804 12.237 9.531 -0.006 -0.003 0.007
Si 9.517 14.98 9.517 0.006 0.002 -0.001
Si 12.244 1.365 9.509 0.003 0.01 -0.005
Si 9.527 4.085 9.513 -0.004 0.007 0.001
Si 12.238 6.79 9.541 -0.014 0.006 0.005
Si 9.52 9.516 9.529 -0.002 -0.003 0.002
Si 12.23 12.255 9.526 0.007 -0.002 0.005
Si 16.306 -0.001 10.888 -0.008 -0.016 0.007
Si 2.724 2.72 10.885 0.008 0.005 -0.003
Si 16.315 5.433 10.89 -0.009 -0.002 0.004
Si 2.724 8.16 10.861 0.007 0.021 -0.004
Si 16.316 10.884 10.878 0.018 0.005 -0.001
Si 2.716 13.601 10.865 -0.01 -0.009 -0.006
Si 5.445 0.003 10.891 -0.001 -0.005 0.005
Si 8.179 2.721 10.872 0.004 0.005 -0.003
Si 5.457 5.434 10.877 0.001 0.009 -0.004
Si 8.16 8.148 10.881 -0.015 -0.007 -0.001
Si 5.433 10.875 10.875 -0.01 -0.009 -0.002
Si 8.169 13.607 10.879 -0.003 -0.008 -0.007
Si 10.887 0.017 10.88 0.001 0.008 -0.008
Si 13.592 2.714 10.879 -0.006 -0.009 -0.006
Si 10.877 5.43 10.894 0.014 0 0.004
Si 13.599 8.157 10.889 -0.004 -0.007 -0.001
Si 10.882 10.883 10.89 -0.005 0.002 -0.001
Si 13.596 13.621 10.876 0.014 0.011 -0.008
O 14.808 11.139 33.394 0.122 0.017 -0.462
O 17.318 13.892 33.06 -0.21 0.074 -0.396
O 8.097 7.239 22.913 0.531 -0.518 -0.067
O 16.355 0.734 31.604 0.309 0.39 0.323
O 1.632 0.981 29.532 -0.159 0.106 -0.255
O 4.32 10.047 21.868 0.042 0.574 0.297
O 17.515 6.013 33.084 -0.001 0.022 0.556
O 16.777 8.402 33.52 -0.391 0.217 -0.103
O 2.523 10.02 34.102 -0.192 0.064 -0.315
O 4.469 11.423 33.139 0.412 -0.105 -0.174
O 3.224 7.736 21.825 0.172 -0.249 -0.475
O 5.367 7.32 34.13 0.162 -0.168 -0.275
O 7.049 9.228 33.282 0.349 0.469 -0.136
O 9.909 7.638 28.807 0.038 0.222 0.232
O 12.572 13.855 33.366 0.454 -0.256 -0.191
O 12.67 13.773 30.826 0.052 0.318 -0.329
O 12.527 3.621 33.121 -0.488 0.131 -0.387
O 9.155 5.786 33.24 0.006 -0.453 -0.072
O 10.89 7.641 34.072 0.147 0.107 -0.577
O 1.613 3.448 33.386 0.257 -0.303 -0.637
O 7.369 4.944 31.474 -0.238 0.089 -0.331
O 10.859 10.931 20.806 -0.065 -0.023 0.602
O 9.231 -0.294 22.077 -0.192 0.078 0.229
O 8.937 9.286 21.548 -0.471 -0.132 -0.01
O 10.338 14.564 20.139 0.392 0.137 0.138
O 7.113 2.5 30.515 0.164 -0.276 0.026
O 13.498 2.372 21.524 0.293 -0.162 -0.114
O 3.965 2.15 26.535 -0.121 0.064 -0.055
O 1.153 13.026 23.666 -0.281 0.055 0.06
O 15.078 4.425 21.786 0.246 0.111 0.335
O 15.624 10.02 23.395 -0.356 0.176 0.587
O 12.289 6.884 21.869 0.218 0.117 0.384
O 3.019 12.971 31.61 -0.43 -0.181 -0.126
O 7.654 12.131 23.45 -0.019 0.009 0.166
O 5.827 13.692 22.649 -0.301 -0.223 0.305
O 9.741 2.077 23.086 0.225 0.571 0.085
O 3.616 5.302 33.553 0.015 -0.24 -0.418
O 10.236 10.04 28.076 -0.19 0.327 0.434
O 2.198 13.675 25.966 0.426 -0.247 0.169
O 3.511 1.125 31.35 -0.216 0.084 0.137
O 1.718 -1.25 30.826 -0.01 -0.215 -0.262
O 4.414 2.184 22.476 0.11 0.141 0.382
O 1.319 -0.391 24.81 0.01 0.09 -0.436
O 13.391 4.353 30.741 0.443 0.161 0.129
O 16.456 12.025 25.869 -0.025 -0.155 -0.294
O 5.55 13.493 32.051 0.249 -0.284 0.18
O 9.434 2.709 29.278 0.211 0.429 0.027
O 14.415 8.985 31.808 -0.14 -0.317 0.123
O 5.608 -0.176 32.135 0.292 0.44 -0.173
O 16.568 1.987 25.203 0.37 -0.01 0.51
O 13.974 1.909 31.714 0.005 0.29 -0.202
O 17.063 8.011 22.723 -0.347 0.028 -0.154
O 6.524 5.957 28.398 0.284 0.318 0.461
O 10.872 11.753 31.352 0.155 -0.187 0.276
O 9.489 0.517 33.006 0.119 0.218 -0.26
O 17.287 8.997 25.157 -0.151 -0.048 0.444
O 10.656 1.902 26.222 -0.319 0.487 -0.271
O 7.452 5.296 26.086 0.373 0.651 0.043
O 5.781 0.258 26.687 0.094 0.011 -0.141
O 15.129 8.893 29.267 0.605 0.014 0.016
O 12.763 -1.159 25.565 -0.538 0.091 0.158
O 7.432 -1.451 30.905 -0.232 0.44 -0.43
O 11.669 0.617 22.039 -0.029 -0.12 0.252
O 8.861 9.929 31.467 0.379 -0.161 -0.448
O 16.812 4.465 24.53 -0.04 0.626 0.248
O 15.544 13.346 27.982 -0.103 -0.129 0.658
O 7.287 3.478 28.034 -0.34 -0.08 -0.409
O 2.469 11.212 25.062 0.585 0.217 -0.083
O 14.974 6.372 33.337 -0.245 -0.051 -0.325
O 1.304 -1.226 22.008 0.006 -0.106 0.033
O 3.254 -0.372 26.582 0.118 -0.294 0.003
O 7.918 9.605 23.972 -0.588 -0.138 0.072
O 10.325 5.129 21.702 0.041 0.372 0.07
O 10.32 7.917 26.224 -0.032 -0.154 0.038
O 6.623 10.775 28.521 0.359 0.727 0.096
O 9.849 -1.758 31.638 0.264 -0.294 0.255
O 2.246 5.957 23.368 0.435 0.17 0.225
O 16.149 0.731 22.916 -0.156 0.611 -0.036
O 9.147 5.316 28.12 0.298 -0.364 -0.487
O 6.379 9.361 30.742 -0.262 -0.096 0.18
O 14.838 10.872 27.502 -0.008 -0.112 -0.101
O 12.512 12.888 21.445 -0.413 0.361 0.215
O 4.194 5.545 29.552 -0.022 0.381 0.377
O 8.204 13.767 21.441 0.34 -0.265 -0.089
O 7.758 -1.423 27.191 -0.435 -0.497 0.068
O 13.346 11.252 31.284 0.446 -0.112 -0.257
O 5.339 -0.129 23.131 -0.056 0.054 0.875
O 7.049 1.828 23.111 0.041 -0.042 0.372
O 3.432 14.339 23.27 0.197 -0.096 0.307
O 2.123 3.438 22.731 -0.264 -0.305 -0.039
O 9.283 11.644 33.363 -0.416 -0.176 -0.137
O 5.595 9.302 26.619 0.202 -0.32 -0.522
O 3.224 -1.031 32.925 0.07 -0.196 0.58
O 4.427 9.43 28.972 -0.421 -0.309 0.195
O 10.154 0.51 30.369 -0.102 -0.314 -0.46
O 4.578 4.649 27.151 -0.006 0.037 0
O 12.472 3.764 26.842 -0.383 0.178 -0.038
O 3.431 8.98 24.164 0.07 -0.035 0.27
O 14.546 3.108 23.931 -0.409 -0.424 0.276
O 6.213 5.62 23.714 -0.556 -0.078 0.053
O 16.99 10.847 21.198 0.064 -0.413 -0.109
O 5.002 3.814 31.36 -0.026 -0.036 0.482
O 8.302 3.435 21.438 -0.407 -0.044 -0.198
O 6.758 3.009 33.109 0.257 0.088 -0.27
O 13.646 6.946 30.276 -0.184 0.097 -0.169
O 9.694 11.315 24.863 0.391 -0.155 -0.026
O 9.802 13.165 26.69 -0.34 0.002 0.279
O 7.95 7.469 31.581 -0.257 -0.075 -0.451
O 17.055 -0.916 27.278 0.016 0.206 0.216
O 7.328 11.169 25.977 -0.243 0.546 0.191
O 11.617 13.062 24.665 -0.265 0.027 -0.664
O 12.758 9.534 28.259 -0.453 -0.495 0.293
O 8.099 8.924 27.241 -0.057 -0.581 -0.314
O 10.416 -0.015 24.412 0.207 -0.437 0.057
O 2.408 12.845 21.362 0.678 -0.117 -0.145
O 10.207 -0.595 27.032 0.704 0.035 0.436
O 4.174 0.693 28.763 0.329 -0.393 0.317
O 11.667 5.634 29.076 -0.098 0.05 -0.429
O 2.969 9.273 26.763 -0.195 0.095 0.519
O 12.01 11.919 29.061 -0.076 0.576 -0.413
O 13.644 5.962 25.896 -0.094 -0.19 -0.183
O 4.91 11.51 30.489 -0.009 0.294 -0.059
O 14.313 -0.784 32.151 0.448 -0.478 -0.071
O 9.348 14.133 29.09 0.439 0.057 0.097
O 8.423 12.46 30.961 -0.523 -0.304 -0.44
O 5.577 8.035 23.004 0.042 0.484 0.092
O 3.336 3.011 29.494 0.004 -0.011 -0.825
O 11.872 -0.269 32.154 0.143 0.463 0.127
O 15.881 -0.801 29.568 -0.586 -0.22 0.201
O 11.802 1.811 28.572 0.389 -0.28 0.198
O 9.715 5.776 30.688 0.277 -0.163 0.105
O 7.624 0.919 28.452 0.199 -0.117 0.2
O 15.087 3.821 26.395 0.294 -0.146 0.401
O 14.005 12.867 25.882 -0.135 -0.041 -0.025
O 11.476 2.622 31.016 -0.303 0.355 0.376
O 12.593 4.452 22.841 -0.061 -0.213 0.123
O 2.5 4.663 31.282 -0.599 0.252 -0.31
O 14.53 8.308 26.807 0.506 -0.054 0
O 14.395 -0.657 27.55 -0.278 0.257 0.585
O 14.108 5.184 28.374 0.409 0.099 -0.129
O 15.118 7.609 24.416 0.062 -0.251 -0.272
O 3.096 4.141 25.077 -0.081 -0.114 0.035
O 13.202 1.329 26.372 0.097 0.094 -0.296
O 5.713 3.524 25.119 0.231 -0.578 -0.004
O 8.174 3.916 24.068 0.381 0.182 0.257
O 8.299 0.771 25.889 -0.181 0.162 -0.424
O 11.057 6.193 24.111 -0.43 -0.206 0.388
O 15.031 -0.112 25.087 -0.151 -0.449 -0.309
O 10.306 8.587 23.667 0.362 0.526 -0.087
O 13.808 13.927 23.468 0.308 0.244 0.125
O 11.754 11.354 26.541 0.234 -0.338 -0.325
O 12.593 8.16 24.978 0.155 0.616 -0.155
O 16.139 7.265 31.166 0.484 -0.233 -0.403
O 14.863 12.033 21.964 0.269 0.059 -0.179
O 12.562 9.694 33.418 -0.113 0.295 -0.126
O 4.317 7.202 27.548 -0.488 -0.231 -0.016

Results
total energy: -106916.984 eV
total energy less fixed offsets of O -438.35, Si -107.03 eV per atom: -3.584 eV
